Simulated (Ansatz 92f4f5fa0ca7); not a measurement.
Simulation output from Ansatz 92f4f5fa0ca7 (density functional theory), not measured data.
Periodic cell of 214 atoms, Si131O81B2, from a study of silicon, its oxide and their interface. The atomic structure is a simulated model.
Doubt: the cutoff is far below the 930 eV that the study's wrapper takes by default for these files, so forces and energies are approximate.
This geometry differs little from another in the collection (a relaxation step or a small displacement).

Settings: functional PBE; potential files Ansatz PAW; basis plane waves; wave-function cutoff 580 eV; density cutoff ratio 5; exchange-correlation grid ratio 1; k mesh 1 x 1 x 1, Gamma-centred; self-consistency stop 5e-08 eV per atom in the density residual; occupations fixed; spin none; net charge 0.

Cell vectors (angstrom)
a	10.938	0	0
b	0	10.938	0
c	0	0	31.5432

Atoms: element, x, y, z (angstrom)
Si	10.4056	0.5957	24.3288
Si	6.0247	10.5055	24.1266
Si	2.0942	3.2725	24.0654
Si	8.6739	2.2836	24.2724
Si	0.4606	5.073	24.1374
Si	5.0273	5.9179	24.2371
Si	3.3619	7.6583	24.1669
Si	7.8205	8.829	24.0042
Si	1.3218	1.4956	25.4384
Si	6.8931	1.3185	25.4648
Si	3.9931	4.1124	25.328
Si	9.6407	4.1105	25.4061
Si	1.4602	6.8258	25.3573
Si	6.8791	6.9645	25.2609
Si	4.2075	9.547	25.3298
Si	9.5091	9.662	25.4371
Si	2.7623	0.0198	26.6323
Si	8.1965	0.0008	26.9261
Si	-0.0069	2.7832	26.9008
Si	5.4305	2.7433	26.6539
Si	2.7237	5.453	26.8298
Si	8.2107	5.5305	26.6333
Si	0.0217	8.2251	26.6484
Si	5.5255	8.2181	26.7943
Si	4.1048	1.3688	28.0724
Si	9.5709	1.3882	28.2007
Si	1.3665	4.1306	28.2056
Si	6.8275	4.1305	28.03
Si	4.1248	6.8374	28.1244
Si	9.5902	6.8528	28.0606
Si	1.3895	9.5879	28.0486
Si	6.8272	9.5664	28.2059
Si	0.0224	-0.0121	29.4897
Si	5.4472	0.0174	29.5059
Si	2.7467	2.7223	29.4955
Si	8.173	2.7703	29.4863
Si	-0.021	5.4967	29.5082
Si	5.4817	5.4623	29.4785
Si	2.7376	8.2096	29.467
Si	8.225	8.1844	29.4977
Si	1.3673	1.3673	30.8594
Si	6.8362	1.3673	30.8594
Si	4.1018	4.1018	30.8594
Si	9.5708	4.1018	30.8594
Si	1.3673	6.8362	30.8594
Si	6.8362	6.8362	30.8594
Si	4.1018	9.5708	30.8594
Si	9.5708	9.5708	30.8594
Si	2.7345	0	0.6835
Si	8.2035	0	0.6835
Si	0	2.7345	0.6835
Si	5.469	2.7345	0.6835
Si	2.7345	5.469	0.6835
Si	8.2035	5.469	0.6835
Si	0	8.2035	0.6835
Si	5.469	8.2035	0.6835
Si	4.1211	1.3413	2.0469
Si	9.5488	1.3811	2.0442
Si	1.3406	4.1239	2.0556
Si	6.8581	4.0729	2.0544
Si	4.0944	6.8524	2.0457
Si	9.5949	6.8086	2.0494
Si	1.3812	9.5564	2.0547
Si	6.839	9.5612	2.0669
Si	-0.0302	-0.0156	3.3571
Si	5.4707	-0.0227	3.4779
Si	2.7182	2.7168	3.3421
Si	8.1966	2.7039	3.495
Si	-0.015	5.4667	3.5059
Si	5.4853	5.4728	3.3548
Si	2.7469	8.2011	3.4794
Si	8.2307	8.17	3.3905
Si	1.3163	1.3659	4.6568
Si	6.8527	1.2924	4.9018
Si	4.0837	4.1096	4.6186
Si	9.5487	4.0701	4.9092
Si	1.3696	6.8601	4.8877
Si	6.8699	6.7933	4.7256
Si	4.1256	9.5469	4.9
Si	9.5813	9.5512	4.7374
Si	2.6392	0.0373	6.0915
Si	8.2266	-0.1556	6.2531
Si	0.0071	2.6475	6.1793
Si	5.4059	2.769	6.0437
Si	2.7684	5.4084	6.1108
Si	8.1448	5.4429	6.2469
Si	0.0111	8.2879	6.2221
Si	5.5718	8.1297	6.1909
Si	3.51	1.9401	7.1494
Si	10.0308	0.8221	7.4065
Si	1.8027	3.643	7.3368
Si	6.2477	4.4994	7.3942
Si	4.6438	6.2582	7.256
Si	9.2121	7.2233	7.4018
Si	0.9038	10.1557	7.4879
Si	7.4152	8.8752	7.517
O	4.4957	6.4455	8.893
O	1.4682	3.9834	8.9309
O	9.8545	6.775	8.87
O	1.3014	10.1122	9.1259
O	6.1494	4.166	9.0284
O	3.8219	1.6362	8.7277
O	7.1429	8.9242	9.1737
O	9.6239	1.09	8.9891
O	8.2425	2.5845	22.7048
O	10.9425	5.5474	22.6104
O	5.6111	0.0741	22.6077
O	5.2642	5.4197	22.6781
O	2.0787	2.8538	22.4506
O	3.2818	7.8262	22.511
O	8.4074	8.7203	22.4403
O	-0.2082	11.258	22.7382
Si	2.1069	2.8748	12.9185
Si	8.7592	1.2784	10.3448
Si	0.9892	4.3809	15.3487
Si	7.5278	5.6161	12.2154
Si	2.3635	8.1841	21.2209
Si	5.4224	7.8457	12.4796
Si	9.1399	0.2052	15.3299
Si	2.7921	-0.01	16.6678
Si	10.4901	0.9993	12.6844
Si	7.7016	2.89	21.2124
B	10.0984	8.505	14.5908
Si	1.4748	4.7077	10.3904
Si	4.4006	9.5179	19.1324
Si	11.0222	6.0835	21.0727
B	6.2092	10.6167	15.1651
Si	5.3362	0.7665	21.1683
Si	2.4107	9.7874	10.2872
Si	0.4047	10.6435	21.3857
Si	5.7903	5.3194	21.159
Si	3.6209	7.0484	10.0984
Si	9.1115	5.8248	14.7925
Si	3.6152	4.1543	19.1082
Si	9.9648	3.6832	19.2394
Si	4.1967	8.7259	15.3292
Si	0.2154	1.7672	17.0782
Si	6.7227	7.6015	19.3029
Si	5.2759	3.7321	16.7586
Si	7.803	5.1644	17.4882
Si	6.7279	9.9229	10.3976
Si	4.4512	1.0588	10.0782
Si	0.2661	8.9158	12.1825
Si	9.077	8.6324	20.9427
Si	4.443	1.7084	14.7155
Si	2.3977	2.1156	21.0311
Si	6.3682	3.3453	10.4207
Si	3.3741	5.9457	16.7304
Si	9.9159	6.5033	10.4711
O	-0.0621	2.5461	18.4911
O	2.8992	9.7412	15.5148
O	10.8405	4.7774	20.1002
O	7.6628	2.4313	10.0916
O	10.8957	5.2166	10.7833
O	6.6039	6.7948	12.8792
O	10.4064	7.8704	11.2226
O	8.3953	6.169	10.9503
O	5.2715	10.5545	20.031
O	2.108	3.6035	11.4405
O	7.9009	8.6198	19.8069
O	6.1256	6.8123	20.6077
O	5.4365	2.7873	15.4476
O	1.2749	0.9366	20.6903
O	6.1231	9.1269	11.7028
O	4.6557	5.1176	16.1604
O	6.6871	3.9783	17.5284
O	10.534	10.394	12.1649
O	5.4434	0.4751	14.302
O	8.0098	5.5105	15.9273
O	9.8703	9.6863	15.2497
O	-0.4311	5.1144	15.1637
O	1.5106	6.8507	20.7869
O	1.3165	0.5293	17.158
O	6.5295	1.8225	20.8146
O	1.0364	1.6297	12.95
O	3.1956	5.5647	18.3386
O	9.7618	1.8365	11.4996
O	0.7842	2.9375	16.0833
O	8.5778	5.1928	13.3883
O	11.1699	8.3703	13.7179
O	1.4164	9.4127	21.7188
O	10.0683	9.9228	20.6059
O	3.2439	0.1844	10.7847
O	5.1095	2.3575	10.8467
O	1.6602	4.0785	13.9071
O	8.0226	10.8267	10.829
O	9.1665	4.5757	18.1345
O	5.6099	9.5108	15.7532
O	5.626	-0.0105	9.7485
O	3.566	2.2803	13.4433
O	1.9591	5.4615	16.0862
O	9.5381	1.0728	14.0023
O	4.4403	7.0273	11.4884
O	4.6605	4.5731	20.272
O	9.7439	1.067	16.5874
O	6.6224	4.36	11.6821
O	5.5142	8.4439	18.5905
O	8.9587	2.8113	20.1835
O	3.4476	1.2814	15.9331
O	4.2754	3.1874	17.9483
O	9.8534	7.1959	20.8269
O	3.348	8.6047	9.6613
O	3.7574	7.4836	16.3195
O	7.5218	-0.0047	15.4395
O	9.2588	7.4509	14.7987
O	3.8831	1.4826	21.1956
O	1.7818	9.1186	11.6384
O	2.3126	6.1113	10.3224
O	7.3067	6.5108	18.25
O	7.1493	4.4222	21.1229
O	4.5154	8.2632	13.7831
O	3.2768	8.6861	19.9771
O	2.4505	3.2468	19.8309
O	3.6246	10.3609	17.9644

Results
free energy: -129657.233 eV
free energy less fixed offsets of B -154.04, O -568.88, Si -635.61 eV per atom: -4.963 eV

Forces (eV/angstrom), in the order of the atoms: element, x, y, z
Si	-0.0135	0.0053	-0.0222
Si	-0.0067	-0.0091	0.0031
Si	-0.0107	0.0136	-0.0262
Si	0.0029	0.0037	-0.0005
Si	0.0013	0.0051	-0.0032
Si	-0.0262	-0.004	-0.0381
Si	-0.002	0.0243	-0.0037
Si	-0.021	0.0317	-0.0403
Si	-0.0043	-0.005	0.0042
Si	0.0022	-0.0059	-0.0111
Si	0.0051	-0.0113	0.0114
Si	-0.0062	-0.0077	-0.0098
Si	-0.0009	-0.0079	-0.015
Si	0.0172	-0.0119	0.018
Si	0.0056	-0.0065	-0.0144
Si	0.0167	-0.002	0.0083
Si	0.0097	-0.014	0.0581
Si	-0.0048	0.0152	-0.1603
Si	-0.0046	0.0087	-0.157
Si	0.0086	-0.0016	0.0534
Si	0.0011	0.0169	-0.106
Si	-0.0016	-0.0076	0.0506
Si	-0.0036	-0.0157	0.0554
Si	-0.0196	0.0106	-0.0898
Si	-0.0104	-0.0023	-0.0261
Si	0.0208	-0.0087	0.2085
Si	0.0298	0.0104	0.1995
Si	-0.0075	0.0218	-0.0575
Si	0.0498	-0.0177	0.0903
Si	0.0009	0.0089	-0.0333
Si	0.0038	0.0127	-0.0505
Si	-0.024	-0.0628	0.1902
Si	-0.0021	0.0087	0.0012
Si	-0.0093	0.0102	-0.0479
Si	0.0033	0.0012	-0.0185
Si	-0.0016	-0.0042	-0.0152
Si	-0.0054	0.0113	-0.0455
Si	-0.0005	0.0022	0.0078
Si	-0.0218	0.0256	0.0037
Si	0.0033	0.0092	-0.0162
Si	0.1265	-0.0746	0.0603
Si	-0.1294	0.1472	-0.0613
Si	0.1178	-0.0693	-0.0303
Si	-0.1774	0.1294	-0.0356
Si	0.0116	0.2102	-0.0942
Si	0.0737	-0.1417	0.0046
Si	-0.1487	0.0403	-0.0529
Si	0.1366	-0.0621	0.0113
Si	0.053	-0.1482	0.0388
Si	-0.1266	0.0469	0.0028
Si	-0.1369	0.1054	-0.0176
Si	0.1076	-0.109	0.0624
Si	-0.1008	0.0992	0.0187
Si	0.1028	-0.1917	0.0868
Si	0.1831	-0.0949	0.0791
Si	-0.0245	0.1232	-0.0309
Si	0.0091	-0.0098	0.0253
Si	-0.0036	-0.0156	0.018
Si	0.0075	-0.0066	-0.0091
Si	-0.0004	-0.0018	0.0361
Si	0.0121	-0.0141	0.0175
Si	0.002	-0.0035	0.0208
Si	0.0114	-0.0083	0.0358
Si	-0.0101	0.009	-0.0139
Si	-0.0713	0.0071	-0.1597
Si	0.0098	-0.0124	0.0383
Si	-0.0493	0.002	-0.2019
Si	0.0205	-0.0318	0.0292
Si	-0.0025	-0.008	0.0528
Si	-0.0086	0.0714	-0.2018
Si	0.0142	-0.0114	0.0247
Si	0.0125	0.0191	-0.1082
Si	0.0198	-0.016	0.1401
Si	0.0136	0.008	-0.0614
Si	0.0219	-0.0074	0.1529
Si	-0.0178	0.0228	-0.052
Si	-0.0101	-0.0008	-0.058
Si	-0.0023	-0.0209	0.1173
Si	-0.0151	0.0068	-0.0559
Si	0.01	-0.0044	0.0692
Si	0.0122	0.0263	0.0356
Si	-0.0315	-0.0002	-0.0186
Si	-0.011	0.0065	-0.0098
Si	-0.0222	0.0154	0.0285
Si	-0.0159	0.0105	-0.0297
Si	0.0314	0.0317	0.0287
Si	-0.0036	0.0265	0.0274
Si	-0.0121	-0.001	-0.0054
Si	0.0208	-0.0346	-0.0174
Si	0.0046	-0.0108	0.0416
Si	0.0069	-0.0007	0.0385
Si	0.0124	-0.0101	-0.0019
Si	0.0056	-0.0127	0.0379
Si	-0.0375	-0.0628	0.0049
Si	0.0048	-0.0083	-0.0207
Si	0.0587	-0.0005	0.0237
O	0.0026	-0.0019	-0.014
O	-0.0034	0.0029	-0.0162
O	0.011	0.0156	-0.0043
O	0.0002	0.0037	0.0168
O	0.0023	-0.0128	0.0102
O	0.0107	0.0001	0.0418
O	-0.0061	0.0125	-0.0026
O	0.002	0.0063	-0.0165
O	-0.0014	0.0022	0.0055
O	-0.004	-0.0015	0.0101
O	-0.0021	0.0045	-0.0036
O	0.0046	0.0019	0.0188
O	-0.0004	-0.0009	0.0113
O	0.0008	-0.0035	0
O	0.0003	-0.0053	0.0273
O	0.0013	0.0008	0.0071
Si	-0.0033	-0.0101	-0.0047
Si	-0.0145	0.0163	-0.0048
Si	0.0023	0.0013	0.0002
Si	-0.015	0.0068	-0.0108
Si	-0.0011	-0.0034	0.0042
Si	0.0121	-0.0029	-0.0093
Si	-0.0103	-0.0035	0.0007
Si	0.0008	-0.0061	0.0083
Si	-0.0028	-0.0018	-0.0197
Si	0.0004	-0.0045	-0.0032
B	0.0194	-0.0092	-0.0189
Si	-0.0063	0.0046	-0.0009
Si	0.001	-0.0004	0.008
Si	0.0017	0.0064	-0.003
B	-0.0221	-0.0089	0.0027
Si	0.0025	-0.0073	0.0038
Si	-0.0107	0.0006	-0.008
Si	0.0023	-0.0028	-0.0021
Si	0.0028	0.0055	-0.0051
Si	-0.0152	-0.0004	0.0158
Si	-0.0116	-0.0088	-0.0012
Si	-0.0038	0.0039	0.0118
Si	-0.0038	0.0038	0.0055
Si	-0.0013	0.0027	-0.0072
Si	-0.002	-0.0043	0.0017
Si	-0.0016	0.0002	-0.0003
Si	0.0054	0.0013	0.0005
Si	-0.0025	-0.001	0.0078
Si	-0.0204	0.0107	-0.0038
Si	0.0022	0.0061	-0.0241
Si	-0.0081	-0.009	0.0039
Si	0.0028	-0.0021	-0.0011
Si	0.0065	-0.0081	-0.0094
Si	0.0001	-0.0067	0.0038
Si	0.0318	0.002	-0.0036
Si	0.0001	0.0054	0.0027
Si	-0.0062	0.0081	-0.0117
O	-0.001	-0.0024	-0.0042
O	0.0028	-0.0048	0.0018
O	-0.0025	-0.0015	-0.003
O	-0.0038	0.0201	0.0371
O	0.0088	-0.0087	-0.0046
O	0.0124	-0.0111	-0.0113
O	0.0046	-0.0006	0.0015
O	-0.0085	-0.0113	0.0126
O	-0.003	0.0019	-0.0024
O	0.0025	0.0007	0.0023
O	-0.001	0.0002	0.0004
O	-0.0038	-0.0063	0.0025
O	0.0004	0.0052	0.0054
O	-0.0003	0.0013	-0.0008
O	-0.003	0.0048	-0.0116
O	-0.0002	-0.006	-0.0018
O	-0.0065	0.0021	-0.0049
O	0.0012	0.0122	0.0051
O	-0.0029	0.0005	0.0039
O	0.0059	0.0084	-0.0117
O	-0.0019	0.0021	0.0063
O	-0.0009	-0.0025	-0.0022
O	-0.0034	-0.0018	-0.0026
O	-0.0011	0.0014	-0.0012
O	-0.0015	0.004	-0.0022
O	-0.0019	-0.003	0.0009
O	-0.0011	-0.0013	-0.0029
O	-0.0057	-0.009	-0.0091
O	-0.0015	0.0043	-0.0018
O	-0.0118	0.008	0.0005
O	-0.0078	-0.0029	0.0164
O	-0.0024	0.0027	-0.004
O	-0.0035	0.001	0.0005
O	0.0044	0.0063	-0.0009
O	-0.006	-0.0133	0.0004
O	-0.003	-0.0024	0.0054
O	-0.0138	-0.0058	-0.0019
O	0.0014	-0.0012	-0.0002
O	0.0111	0.004	-0.006
O	0.0149	-0.0077	-0.0018
O	-0.0014	0.0023	0.0007
O	-0.0048	-0.0052	-0.0047
O	0.0006	-0.0018	0.0041
O	-0.0073	0.0039	-0.0074
O	0.0028	0.0043	-0.0005
O	0.0054	-0.002	-0.0003
O	0.0086	-0.002	-0.0179
O	-0.0018	0.0015	-0.0016
O	-0.0015	0.0022	-0.0014
O	0.0013	0.0052	0.0051
O	0.0001	-0.0007	-0.0011
O	0.0001	-0.0024	-0.0014
O	0.0069	-0.0093	-0.0078
O	-0.0013	0.0013	-0.0071
O	0.013	-0.0002	0.0022
O	0.0072	0.0023	0.0012
O	-0.0029	0.0058	-0.0026
O	0.0073	-0.0007	-0.0055
O	0.0139	-0.0036	0.0051
O	0.0005	-0.0007	-0.0028
O	-0.0084	0.0017	0
O	-0.0008	0.0024	0.0016
O	-0.0005	0.0013	-0.0029
O	-0.0016	0.0023	-0.0035
O	-0.0039	0.002	-0.0058

The program warned: the cutoff lies below the one the program advises for these potential files; the forces do not sum to zero within the program's tolerance; the exchange-correlation potential is rough where the density is thin.
